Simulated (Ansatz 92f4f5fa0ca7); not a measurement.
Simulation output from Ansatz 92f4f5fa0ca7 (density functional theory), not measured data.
Periodic cell of 227 atoms, Si136O81N10, from a study of silicon, its oxide and their interface. The atomic structure is a simulated model.
This geometry differs little from another in the collection (a relaxation step or a small displacement).

Settings
functional: r2SCAN
potential files: Ansatz PAW
basis: plane waves
wave-function cutoff: 800 eV
density cutoff ratio: 5
exchange-correlation grid ratio: 1
k mesh: 1 x 1 x 1, shifted by 0.5 0.5 0 of a step
self-consistency stop: 1e-10 eV per atom in the density residual
occupations: fixed
spin: none
net charge: 0

Cell vectors (angstrom)
a 10.88 0 0
b 0 10.88 0
c 0 0 31.5759

Atoms: element, x, y, z (angstrom)
Si 0.0228 0.2803 -0.205
Si 2.5278 2.867 0.231
Si 0.2971 5.0469 -0.052
Si 3.0947 7.9334 0.2274
Si 5.7128 -0.5193 -0.2565
Si 8.4473 2.3186 -0.3426
Si 5.3251 5.7576 0.2242
Si 7.8752 8.2357 -0.2642
Si 1.3146 1.3407 1.4489
Si 4.1844 4.0093 1.3329
Si 1.33 6.7295 1.223
Si 4.129 9.642 1.3542
Si 6.9005 1.1307 1.0313
Si 9.4844 3.9456 1.1275
Si 7.0006 6.8111 1.3899
Si 9.5345 9.5271 0.9749
Si -0.0865 2.7064 2.6811
Si 2.7266 0.0061 2.7106
Si -0.0729 8.123 2.4635
Si 2.7568 5.4216 2.6437
Si 5.5333 2.5234 2.4999
Si 8.2734 -0.0405 2.5271
Si 5.5111 8.1933 2.6592
Si 8.2567 5.3205 2.6061
Si 1.3561 4.064 3.9716
Si 4.126 1.3416 3.9958
Si 1.3213 9.4422 3.9101
Si 4.108 6.8031 3.9738
Si 6.8213 3.9682 3.896
Si 9.4944 1.3207 4.0004
Si 6.8778 9.5369 3.9552
Si 9.5558 6.7498 3.9326
Si -0.001 -0.0517 5.2961
Si 2.721 2.6983 5.3173
Si 0.0123 5.4222 5.3322
Si 2.7027 8.1296 5.3152
Si 5.4718 -0.0339 5.3334
Si 8.136 2.6749 5.3461
Si 5.4591 5.379 5.2595
Si 8.1728 8.1089 5.2881
Si 1.3508 1.318 6.6613
Si 4.0746 4.076 6.6465
Si 1.3464 6.7783 6.6852
Si 4.0626 9.5026 6.6738
Si 6.7768 1.3357 6.705
Si 9.5027 4.0624 6.6786
Si 6.7877 6.7592 6.6419
Si 9.5048 9.4836 6.6442
Si -0.0177 2.685 8.0258
Si 2.6915 -0.0251 8.0452
Si -0.0356 8.1474 8.0068
Si 2.708 5.4149 8.0142
Si 5.394 2.7009 8.013
Si 8.1409 -0.0496 8.0162
Si 5.4081 8.1116 8.0184
Si 8.1327 5.4273 8.0322
Si 1.362 4.0511 9.375
Si 4.0209 1.3835 9.3881
Si 1.3015 9.4831 9.3812
Si 4.009 6.7907 9.392
Si 6.7388 4.0625 9.3577
Si 9.4905 1.3069 9.3743
Si 6.7638 9.4913 9.376
Si 9.4767 6.8277 9.3761
Si -0.038 -0.0472 10.7581
Si 2.6771 2.7116 10.8181
Si 0.0274 5.4894 10.6602
Si 2.625 8.1375 10.7767
Si 5.3729 -0.0022 10.6898
Si 8.1005 2.685 10.6823
Si 5.3238 5.378 10.7099
Si 8.1147 8.1654 10.778
Si 1.3185 1.2956 12.1313
Si 3.9931 4.1095 12.2174
Si 1.3166 6.744 12.2036
Si 3.9393 9.6032 12.0497
Si 6.6721 1.3807 12.0581
Si 9.5538 4.0807 11.8787
Si 6.6551 6.7541 11.9972
Si 9.4868 9.5294 12.1799
Si -0.0394 2.7727 13.3115
Si 2.6676 0.0021 13.6128
Si -0.025 8.1096 13.5824
Si 2.6236 5.4029 13.7122
Si 5.3195 2.678 13.5304
Si 8.0306 0.0898 13.4319
Si 5.1784 8.1143 13.2851
Si 8.0991 5.3117 13.1641
Si 1.411 3.7233 14.9291
Si 3.8118 1.5758 15.0238
Si 1.5159 9.2886 14.9286
Si 3.7701 7.1295 14.889
Si 7.0103 3.8641 14.5987
Si 9.2103 1.7499 14.5879
Si 6.829 9.2058 14.4361
Si 8.997 6.9491 14.5156
Si 0.73 6.8363 19.3283
Si -0.5264 10.7867 16.6808
Si 5.4895 5.5147 16.8772
Si 0.5215 14.8457 20.3068
Si -3.6634 7.1473 22.1567
Si -2.7311 6.4745 17.6046
Si 5.6148 0.8807 17.6921
Si 4.56 3.4926 18.5447
Si 7.6808 9.4902 17.1562
Si 0.5975 1.2556 21.8971
Si -1.2627 0.5086 19.6543
Si -2.3886 14.1005 20.7857
Si 2.9774 2.2098 20.5159
Si 4.2135 6.132 22.0835
Si 4.3769 10.6481 20.3822
Si 2.1224 9.6448 23.1363
Si -2.0344 -2.4601 19.7091
Si 2.5826 7.1017 24.5926
Si 4.7927 11.206 23.2544
Si 2.8326 8.1527 20.5812
Si -1.7797 3.2603 25.536
Si -4.613 5.4195 19.8943
Si -0.0707 4.8095 17.5931
Si 0.6614 12.4015 25.7925
Si 3.2835 2.364 25.0687
Si 11.8736 3.2002 28.0515
Si -1.879 13.383 28.3073
Si 1.1064 8.1707 28.4187
Si 8.7216 1.5733 23.2426
Si 7.5565 4.3231 23.2845
Si -0.6514 7.1535 29.5982
Si -1.9395 0.4596 25.9431
Si -3.4671 9.9079 23.9082
Si 4.6487 3.3152 22.7173
Si 1.1948 4.4209 25.3804
Si 12.4426 0.274 28.477
Si 3.842 14.4569 27.908
Si 4.1613 1.3785 29.547
Si 14.6231 6.7506 27.48
Si 5.177 7.7648 29.7811
O 0.8561 0.2098 29.9495
O -1.1943 1.2917 -0.5754
O 10.4472 3.1353 28.8286
O 3.3061 1.8346 30.8235
O -6.8224 6.6856 0.6441
O -0.3182 5.666 30.1272
O -1.9923 11.8862 27.5243
O 0.6177 8.1618 30.0195
O 15.8354 7.63 28.1574
N 6.35 -2.0364 30.6033
O 8.059 2.6153 29.6339
O 14.0421 11.396 28.6061
O 8.7539 7.5807 -1.5034
O 5.5329 6.2132 30.2177
O 5.3168 11.2445 30.003
O -1.6205 5.2897 17.9681
O -2.7114 -0.879 25.3874
O 2.5687 2.6224 15.4523
O 7.0496 0.0876 17.5858
O 0.8242 9.9944 16.2561
N -2.7773 8.1478 18.2022
O -0.5759 11.2983 18.2012
O 2.6634 8.222 15.4371
O 6.4462 4.8022 15.7966
O 4.6923 6.7383 16.1892
O 8.1231 2.8169 15.2252
O 10.177 1.2294 15.7921
O -1.7942 9.8212 16.4048
N 6.5765 5.9116 18.1957
O -0.0216 0.4549 20.6571
O 0.9368 -5.3222 20.3584
O 4.9297 10.9965 18.9285
O 4.3268 4.4423 17.2659
N 5.8298 6.3957 21.3854
O 0.3891 4.2568 16.1354
O 1.891 7.9562 19.3011
O -2.0977 -0.8557 19.9094
O 0.7338 6.2012 17.8378
O -2.3416 6.6664 16.0514
O -4.9281 14.9596 23.3523
O 3.1937 2.7632 19.0022
O 5.7508 2.4309 18.1934
O 1.97 8.7979 21.7715
O 6.5892 9.033 16.0526
O 5.2791 11.032 21.6888
O 4.9373 15.4107 19.7272
O -7.5943 6.6537 20.8916
O -0.5966 7.6828 19.6994
O -3.3981 4.3723 20.2358
O -7.2685 10.1457 23.4711
O 0.3598 3.6813 18.6948
O 4.6607 0.9553 16.3409
O 1.8112 8.5327 24.3117
O 4.385 13.4543 21.2821
N 8.4739 1.7748 24.9378
O -2.8176 7.6948 20.9082
O -2.1993 1.8316 19.9215
O -2.8443 8.1788 14.0998
O 4.1308 9.0633 20.3384
O 2.5029 3.7386 24.7016
O 3.7268 6.9502 23.4178
O 4.839 13.5812 28.8553
O 14.6181 4.6262 22.452
O 7.1899 8.4046 23.2544
N 4.3265 12.8366 23.7668
O -8.4383 3.3914 28.7579
O -4.8821 -0.2324 24.1668
O -0.6032 1.7668 22.8271
O -0.9461 3.9155 20.9432
N 1.443 2.6752 21.1375
O 2.1169 1.2384 25.129
N 7.9924 2.8906 22.3928
O 3.9262 13.6123 26.5091
O 2.9671 11.4599 20.5377
O 4.0956 5.1586 27.6739
O 3.6688 -2.6498 30.2693
O 19.2386 4.399 24.6886
O 7.9316 5.827 22.7786
O 1.1723 4.4812 27.0123
O -0.3126 7.3993 28.0014
O 3.5243 7.0943 25.9184
N 11.8829 1.5696 27.4656
O 12.1866 11.0223 22.8493
O 1.3378 9.6611 27.8377
O -0.3497 0.2752 25.5671
N -0.0411 14.0057 25.2971
O -2.6249 10.9124 22.9063
O 1.3831 5.9515 24.7875
O 2.3279 7.1616 28.1602
O 12.3258 3.9304 31.1448
O 8.6272 3.4994 27.0767

Results
free energy: -137044.068 eV
free energy less fixed offsets of N -386.36, O -570.45, Si -639.56 eV per atom: 6.142 eV

Forces (eV/angstrom), in the order of the atoms: element, x, y, z
Si -0.0017 0.0113 0.0107
Si -0.0047 -0.0019 0.009
Si -0.0015 -0.0056 0.0037
Si -0.0019 -0.0013 -0.0041
Si -0.0009 -0.0011 -0.0031
Si 0.0079 -0.0067 0.014
Si 0.0025 -0.0031 -0.0027
Si 0.0024 -0.0047 -0.0002
Si -0.0019 0.0042 0.0015
Si 0.0006 0.0049 -0.0035
Si 0.0038 0.0029 -0.0022
Si 0.003 -0.0001 0.0002
Si 0.0005 -0.0005 -0.0034
Si 0.0023 -0.0001 -0.0005
Si -0.0017 0.003 -0.0003
Si 0.0001 0 -0.0023
Si -0.0068 -0.0055 -0.0034
Si -0.0016 0.0021 -0.0016
Si 0 -0.0012 0
Si 0.0018 0.0017 -0.0019
Si -0.0012 -0.0006 -0.0006
Si 0.0022 0.0028 -0.0011
Si 0.0007 0.0004 0.0002
Si 0.0018 -0.003 -0.0026
Si -0.001 0.0003 -0.0034
Si 0.0014 -0.0041 -0.0006
Si 0.0007 -0.0012 0.0003
Si -0.0022 -0.0007 -0.0003
Si -0.0007 0.0002 0.0001
Si 0.0004 0.0021 -0.005
Si -0.0003 0.0013 0.0013
Si -0.0037 0.0016 -0.0002
Si -0.0015 0.0001 -0.0002
Si -0.002 0.0008 0.0011
Si 0.0005 -0.0016 0.0005
Si -0.0015 -0.0011 0.0012
Si 0.0007 0.0009 0.0008
Si -0.0002 -0.0012 0.0003
Si -0.0005 -0.0008 0.0012
Si -0.0004 -0.0004 -0.0001
Si -0.0007 0 0
Si -0.0007 0.0005 -0.0006
Si -0.0003 0.0001 -0.0005
Si -0.0012 0.0004 -0.0001
Si 0 -0.0011 -0.0001
Si -0.0006 0.0003 -0.0007
Si -0.0008 -0.0004 -0.0005
Si -0.0014 0.0005 -0.0002
Si -0.0012 0.0003 -0.0003
Si -0.0004 0.0001 0.0013
Si 0.0009 -0.0002 0.0008
Si -0.0015 -0.001 -0.0011
Si -0.0003 0.0007 0.0005
Si -0.0008 -0.0001 -0.0007
Si 0.0001 -0.0004 -0.0007
Si -0.0012 0.0002 0
Si 0.0003 0 -0.0006
Si -0.0009 -0.0012 -0.0008
Si 0.0002 0.0006 -0.0011
Si -0.0012 -0.0001 -0.0005
Si -0.0006 0.0004 -0.0001
Si -0.0007 0.0005 0.0008
Si 0.0004 0.0011 -0.0008
Si 0.0006 -0.0016 -0.0008
Si -0.0003 0.0002 -0.0006
Si 0.0005 0.0025 -0.0012
Si 0.0002 -0.0003 0.0006
Si 0.001 -0.0022 -0.0003
Si -0.0004 0.0003 0.0001
Si 0.0021 -0.0022 -0.0011
Si -0.0007 -0.0009 -0.0026
Si -0.0042 0.0018 -0.0011
Si -0.0006 0.0015 -0.0019
Si -0.0019 0.0017 -0.0009
Si 0.0028 -0.0006 -0.0015
Si 0.002 -0.0011 -0.0035
Si -0.001 0.0003 -0.0022
Si 0.001 -0.0015 -0.0023
Si 0 0.0014 -0.0004
Si -0.0015 -0.0001 -0.0003
Si 0.0008 0.0017 -0.0037
Si 0.0019 -0.002 -0.003
Si -0.0003 -0.0032 0.0001
Si 0.0007 -0.0002 -0.0037
Si -0.001 -0.0023 0.0004
Si -0.0015 0.0009 -0.0004
Si -0.0039 -0.002 0.0005
Si -0.001 -0.0017 -0.0053
Si -0.0024 -0.0025 0.0152
Si 0.0024 0.0001 0.013
Si -0.0073 0.0059 0.0173
Si -0.0068 0.0025 0.0034
Si -0.002 0.0031 0.0077
Si 0.0006 0.0085 0.0136
Si 0.0076 -0.0041 0.0064
Si 0.0068 0.006 0.0069
Si -0.0034 0.0019 -0.0025
Si 0.0039 0.0053 -0.0039
Si -0.0031 0.0056 0.0009
Si 0.0015 0.0009 -0.0034
Si 0.0025 0.0018 -0.0078
Si 0.0032 -0.0015 0.0008
Si 0.0002 0.001 -0.0008
Si 0.0011 -0.0028 -0.0039
Si 0.0032 -0.0043 0.0018
Si -0.001 -0.0008 -0.0049
Si 0.0063 -0.0033 -0.0059
Si 0.0042 0.0009 -0.0063
Si -0.0028 -0.0058 -0.0032
Si 0.0014 0.001 -0.0069
Si 0.0022 0.0015 -0.0081
Si -0.0003 -0.0003 -0.0066
Si 0.0047 -0.0048 -0.0006
Si -0.0018 0.0009 -0.0088
Si 0.0027 -0.0026 -0.0056
Si -0.0005 0.001 -0.0057
Si 0.0012 -0.0022 -0.0085
Si 0.0006 -0.0062 -0.0001
Si -0.0022 -0.0001 0
Si -0.0008 0 -0.0059
Si 0.0013 -0.0014 -0.0088
Si -0.0002 -0.0013 -0.0062
Si 0.0048 -0.0002 -0.0111
Si 0.0039 0.0021 -0.0093
Si 0.002 0.0022 -0.0049
Si 0.0007 0.0004 -0.0042
Si 0.0008 -0.0009 -0.0063
Si -0.0005 -0.0009 -0.0099
Si -0.0011 -0.0028 -0.0058
Si -0.0002 -0.0006 -0.0048
Si -0.0002 0.0002 -0.0081
Si -0.0014 0.004 -0.0107
Si 0.0015 -0.0008 -0.0063
Si -0.0023 0.0002 -0.0087
Si -0.0002 -0.0008 -0.0089
Si -0.002 -0.0005 -0.0087
O 0.003 -0.0043 0.0093
O -0.0104 -0.0122 -0.0275
O -0.0014 -0.0008 0.0036
O -0.0026 0 -0.0005
O 0.0005 0.0006 0.0076
O -0.0024 0.0007 0.0038
O 0.0004 0.0015 0.0074
O -0.0008 -0.0009 0.0024
O 0.0018 0.0006 0.006
N -0.0025 -0.0003 0.0023
O -0.0081 0.0104 0.0115
O 0.0039 0.0008 0.0028
O -0.005 0.0052 0.0013
O -0.0028 -0.0018 0.0024
O 0.0011 0.0008 0.0049
O 0.0001 0.0017 0.0022
O 0.0022 0.0009 0.0036
O -0.0054 0.0062 -0.0097
O -0.0015 0.0028 -0.0006
O -0.0042 -0.0056 0.0012
N 0.0012 0.0047 0.0034
O -0.0179 -0.0025 -0.0024
O 0.0064 -0.0014 -0.0035
O 0.0109 -0.0093 0.0093
O 0.0047 -0.0079 -0.0091
O -0.0043 -0.0148 -0.006
O 0.011 -0.0071 -0.0028
O -0.0065 -0.0005 -0.0054
N -0.0013 0.0016 -0.0024
O 0.008 0.0075 0.0001
O -0.0022 -0.0023 0.0003
O -0.002 -0.0043 -0.001
O 0.0022 0.0015 -0.0029
N -0.0012 0.0013 0.0058
O -0.0012 -0.0025 -0.0023
O 0.0077 0.0001 -0.0014
O 0.0008 -0.0002 0.0114
O 0.0023 -0.0014 -0.0016
O -0.0078 0.0017 -0.0016
O 0.0025 -0.0001 0.0035
O -0.0003 -0.0001 -0.0009
O -0.0006 -0.0001 0.0024
O -0.0052 -0.0021 0.0038
O -0.0038 0.0054 -0.0051
O 0.004 0.0018 0.005
O 0.0025 0.0056 -0.0014
O 0.0023 -0.0023 0.0027
O 0.0024 0.0025 -0.0022
O 0.0011 0.0016 -0.0002
O 0 0.0016 -0.0024
O 0.001 0.0006 0.0012
O -0.0008 0.0007 -0.0058
O 0.0052 -0.0003 0.0031
O 0.0016 -0.0009 0.0016
N 0.0023 -0.0009 0.0031
O 0.0006 -0.0081 0.0015
O -0.0031 0.0024 0.0033
O -0.0035 0.0058 -0.0037
O -0.0013 -0.0003 0.0091
O 0.0012 0.0012 0.0042
O -0.0006 0 0.0042
O 0.0027 -0.0008 0.0036
O 0.0007 -0.0007 0.0027
O 0.0024 0.0028 0.0015
N 0.0001 -0.0002 0.0027
O 0.0034 0.0003 0.0026
O -0.0011 -0.0026 0.0043
O -0.0019 -0.0019 0.0013
O -0.0005 -0.0014 -0.0008
N 0.0046 0.0012 0.0064
O -0.0026 -0.001 0.0016
N -0.0002 0.0001 0.0044
O 0.0026 0.0002 0.0068
O 0.0026 -0.0024 0.0025
O 0.0012 -0.0006 0.0032
O -0.0021 -0.0007 0.0032
O 0.0018 0.0001 0.0039
O -0.0001 -0.001 0.0031
O -0.0019 0.001 0.005
O 0.0015 -0.0002 0.0056
O 0.0008 0.0003 0.0061
N 0.0019 -0.0031 0.0046
O 0.0004 -0.003 0.0022
O 0.0002 -0.0017 0.0031
O -0.0002 -0.001 0.0026
N 0.0041 -0.0018 0.0008
O -0.0027 -0.0005 0.0019
O 0.0023 -0.0008 0.0016
O -0.0007 0 0.0044
O 0.0089 0.0039 -0.0114
O 0.0023 0 0.006

The program warned: the cutoff lies below the one the program advises for these potential files; the forces do not sum to zero within the program's tolerance; empty levels may hold ghost states of the PAW files; the exchange-correlation potential is rough where the density is thin.
